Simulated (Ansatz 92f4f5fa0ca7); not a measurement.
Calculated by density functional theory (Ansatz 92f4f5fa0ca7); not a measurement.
Periodic cell of 237 atoms, Si146O85H6, from a study of silicon, its oxide and their interface. The atomic structure is a simulated model.
Doubt: the cutoff is far below the 930 eV that the study's wrapper takes by default for these files, so forces and energies are approximate.

Settings: functional PBE; potential files Ansatz PAW; basis plane waves; wave-function cutoff 580 eV; density cutoff ratio 5; exchange-correlation grid ratio 1; k mesh 1 x 1 x 1, Gamma-centred; self-consistency stop 5e-08 eV per atom in the density residual; occupations fixed; spin none; net charge 0.

Cell vectors (angstrom)
a	11.6015	0	0
b	0	10.938	0
c	0	0	32.902

Atoms and the computed forces on them: element, x, y, z (angstrom), force x, y, z (eV/angstrom)
Si	0.0043	-0.0666	24.3707	-0.0395	-0.021	-0.0006
Si	3.986	-0.0987	24.2123	-0.0055	0.0339	0.0283
Si	7.9316	-0.0512	24.3244	0.0655	0.0169	0.0339
Si	2.0075	1.1635	24.2657	0.0204	-0.3766	0.6141
Si	5.9348	1.2239	24.1713	0.008	-0.363	0.5696
Si	9.769	1.3719	24.4805	-0.0297	-0.0359	0.0066
Si	0.2245	5.6521	23.947	0.0062	0.1038	-0.0685
Si	4.1084	5.4661	24.2056	-0.0041	-0.0722	0.0288
Si	7.9011	5.5315	23.9938	0.0972	-0.0238	0.0368
Si	2.1805	6.8626	24.2199	0.0084	-0.3494	0.4922
Si	5.9709	6.9305	24.0924	-0.0577	0.0416	0.0074
Si	9.8349	6.7871	24.366	-0.125	0.0617	0.156
Si	1.9923	2.6852	26.0922	0.0436	0.0035	0.0366
Si	5.8907	2.6737	26.0676	0.0157	0.014	0.0929
Si	9.7436	2.8937	26.1905	0.0259	0.0214	0.0016
Si	0.1286	4.1516	25.9156	-0.0219	-0.145	0.0913
Si	3.9548	4.0461	26.111	0.0317	0.0231	-0.0187
Si	7.7538	4.1438	25.9891	-0.0339	-0.023	0.0436
Si	2.0564	8.1613	26.1887	-0.0087	0.024	0.0602
Si	5.8952	8.1476	26.143	0.0204	0.048	0.0682
Si	9.7474	8.1613	26.2765	0.0612	0.0142	0.0126
Si	0.0971	9.4863	26.2379	-0.0269	-0.0651	0.0447
Si	3.9742	9.5322	26.1707	0.0357	-0.0462	-0.0079
Si	7.8096	9.5131	26.2162	-0.0198	-0.0492	-0.0043
Si	0.0653	0.0224	28.0846	0.0217	0.0455	0.0118
Si	3.9364	0.0094	28.0676	0.009	0.0305	0.0171
Si	7.798	0.0188	28.0811	0.0102	0.053	0.0272
Si	2.001	1.3854	28.0632	-0.053	-0.0512	0.0482
Si	5.868	1.381	28.0553	-0.0076	-0.0357	-0.0006
Si	9.7318	1.4048	28.0567	-0.0199	-0.0431	0.0186
Si	0.0795	5.4262	27.9917	0.0204	0.1312	-0.0165
Si	3.9254	5.4253	28.0556	0.0032	0.0238	0.0063
Si	7.7659	5.4348	28.0228	-0.0411	0.0508	-0.0248
Si	2.0018	6.801	28.0902	-0.0205	-0.0643	0.0356
Si	5.8466	6.8033	28.0772	0.0196	-0.0392	-0.0068
Si	9.7238	6.7594	28.1268	-0.0013	-0.0679	0.0018
Si	1.9336	2.7345	30.0027	0.0641	0.0143	0.0718
Si	5.8008	2.7345	30.0027	0.0472	0.0187	-0.0161
Si	9.6679	2.7345	30.0027	0.0455	0.0279	0.1171
Si	0	4.1018	30.0027	0.0862	-0.168	-0.359
Si	3.8672	4.1018	30.0027	0.0565	-0.135	0.0531
Si	7.7343	4.1018	30.0027	-0.0102	-0.1035	-0.2464
Si	1.9336	8.2035	30.0027	0.0805	-0.058	-0.0102
Si	5.8008	8.2035	30.0027	-0.0068	-0.0799	-0.1247
Si	9.6679	8.2035	30.0027	0.0347	-0.0872	0.1316
Si	0	9.5708	30.0027	0.0302	0.0065	0.0233
Si	3.8672	9.5708	30.0027	0.0653	0.0574	-0.0445
Si	7.7343	9.5708	30.0027	0.0567	0.0368	-0.0176
Si	0	0	31.9363	-0.0139	0.1142	0.1046
Si	3.8672	0	31.9363	-0.0178	-0.0127	0.0012
Si	7.7343	0	31.9363	0.0048	-0.0037	0.0374
Si	1.9336	1.3673	31.9363	0.0106	-0.0476	-0.0231
Si	5.8008	1.3673	31.9363	-0.0029	-0.0362	-0.0832
Si	9.6679	1.3673	31.9363	-0.0057	-0.0611	-0.0055
Si	0	5.469	31.9363	0.0131	0.2296	-0.007
Si	3.8672	5.469	31.9363	0.0029	0.063	-0.0486
Si	7.7343	5.469	31.9363	0.0079	0.0507	-0.0833
Si	1.9336	6.8362	31.9363	-0.0042	-0.0138	0.0419
Si	5.8008	6.8362	31.9363	0.0063	0.0706	-0.06
Si	9.6679	6.8362	31.9363	0.0023	-0.078	0.091
Si	1.9336	2.7345	0.9679	-0.136	0.0044	-0.0314
Si	5.8008	2.7345	0.9679	0.0055	0.0327	-0.0027
Si	9.6679	2.7345	0.9679	0.063	0.0468	0.0075
Si	0	4.1018	0.9679	-0.1091	0.0074	0.264
Si	3.8672	4.1018	0.9679	-0.1481	0.0409	0.168
Si	7.7343	4.1018	0.9679	0.0758	0.0349	-0.212
Si	1.9336	8.2035	0.9679	-0.1557	0.0005	-0.0707
Si	5.8008	8.2035	0.9679	-0.0332	0.1009	-0.4445
Si	9.6679	8.2035	0.9679	-0.0272	0.0479	0.3731
Si	0	9.5708	0.9679	0.0095	-0.0318	0.3267
Si	3.8672	9.5708	0.9679	-0.1335	-0.0462	-0.1635
Si	7.7343	9.5708	0.9679	0.0187	-0.0036	-0.0828
Si	-0.0508	-0.0341	2.9798	-0.0166	0.0799	0.0012
Si	3.7899	0.031	2.8539	0.0168	0.0676	-0.0219
Si	7.7263	0.0139	2.8829	0.0463	0.0827	-0.0205
Si	1.8499	1.3927	2.9146	-0.0124	-0.0865	-0.0417
Si	5.7448	1.3419	2.8745	-0.0326	-0.0612	-0.0096
Si	9.6591	1.3653	2.8973	0.0048	-0.0906	-0.0051
Si	-0.0909	5.4679	2.959	-0.0302	0.1168	-0.0278
Si	3.7717	5.5063	2.9028	-0.0265	0.0466	-0.009
Si	7.6982	5.5046	2.8562	-0.021	0.0555	-0.0238
Si	1.8218	6.8673	2.9135	0.0204	-0.0785	-0.0507
Si	5.7338	6.8132	2.8175	0.0376	-0.0739	-0.0483
Si	9.6249	6.8963	2.9941	0.0469	-0.0901	-0.0035
Si	1.7968	2.8437	4.7877	0.0483	0.0283	0.0281
Si	5.6289	2.7437	4.7509	0.0149	0.0161	0.0016
Si	9.5761	2.6901	4.8471	-0.0158	0.0939	-0.0317
Si	-0.1517	4.1719	4.978	-0.0416	-0.112	-0.0389
Si	3.7558	4.1637	4.8494	-0.032	-0.0073	-0.0038
Si	7.6272	3.9781	4.6294	0.0212	-0.0156	0.0369
Si	1.8164	8.2799	4.8076	0.0238	0.0453	0.0095
Si	5.7753	8.2799	4.6054	0.0045	0.0286	0.0082
Si	9.6419	8.1566	5.0811	0.0709	0.0551	-0.0075
Si	-0.0915	9.6713	5.0782	-0.0663	-0.0708	-0.0467
Si	3.7907	9.5712	4.7247	-0.0216	-0.0182	0.0153
Si	7.7301	9.559	4.7799	-0.0395	-0.015	-0.0048
Si	-0.159	0.2968	7.0301	0.0253	0.0462	0.0012
Si	3.6167	0.0029	6.6139	0.064	-0.0466	-0.0623
Si	7.4436	0.0293	6.6311	-0.0658	0.0499	-0.0006
Si	1.8416	1.5237	6.7121	0.0266	0.0286	-0.02
Si	5.5501	1.3844	6.6597	0.0155	0.0642	0.0067
Si	9.3661	1.403	6.8494	-0.0175	0.0023	0.023
Si	0.0523	5.4164	7.0736	0.1084	0.0718	0.017
Si	3.8504	5.6874	6.6849	0.0188	-0.0407	-0.057
Si	7.651	5.2856	6.5107	0.0996	-0.0215	-0.0583
Si	1.8329	6.9071	6.694	-0.0343	0.0069	0.0182
Si	5.8667	6.8385	6.3915	-0.0234	0.0718	-0.0351
Si	9.485	6.6216	7.0551	-0.1685	-0.0758	-0.0713
O	12.2425	4.5405	8.3951	-0.0629	0.008	-0.0019
O	7.0447	9.9728	7.9097	0.0406	-0.0571	0.0207
O	8.7217	7.2252	8.4498	0.0074	0.0482	0.0425
O	3.2826	9.889	7.8629	-0.0544	0.0059	0.0338
O	9.189	2.3304	8.2393	0.0339	-0.0294	-0.0048
O	7.4931	4.2689	7.8317	-0.0326	-0.0352	0.0915
O	4.0534	5.1406	8.2681	-0.0389	-0.027	0.0572
O	-0.0896	10.7849	8.6642	0.0011	-0.0245	-0.0141
O	2.2428	2.4488	8.0601	-0.0122	-0.0112	0.0262
O	3.9619	9.8751	22.8502	-0.0241	0.0157	-0.0129
O	5.878	8.0057	22.7951	0.0353	-0.0365	0.0104
O	5.7522	10.0092	20.9103	-0.0346	-0.029	0.0063
O	4.2719	4.3783	22.932	0.0122	0.01	-0.0018
O	9.7524	7.7456	23.0312	0.0267	-0.1055	-0.1236
O	0.2612	5.4339	22.2625	0.0006	-0.0475	0.1069
O	8.1027	4.8696	22.4627	-0.0166	-0.0011	-0.0048
O	11.1668	10.0137	22.9893	0.0275	0.0021	-0.0313
O	9.7548	2.0958	22.9786	0.0061	0.0277	-0.0461
Si	-0.6189	18.3497	12.5503	-0.0059	0.0046	0.0025
Si	-0.09	5.6085	20.6543	0.0487	-0.0004	-0.0519
Si	8.4564	0.454	11.295	0.0075	-0.0239	-0.0332
Si	5.8746	-1.9862	16.8616	-0.0115	0.0295	-0.0135
Si	8.4302	3.5763	8.9661	-0.0423	0.0438	-0.0181
Si	-10.1815	7.0258	18.3666	-0.0195	0.0075	-0.0357
Si	-3.64	10.7962	15.8793	-0.0188	0.0029	0.0135
Si	-0.186	0.7412	10.051	0.0046	0.0473	-0.0025
Si	-5.0016	10.0058	9.4731	-0.013	0.0213	-0.0106
Si	12.857	2.8889	20.4391	0.0548	-0.0459	0.0867
Si	-6.1318	0.7483	16.9672	-0.0046	-0.0169	-0.02
Si	-3.8194	3.2167	11.8966	-0.0391	0.0349	-0.0689
Si	9.7936	9.2538	22.4969	0.0232	0.0954	0.0556
Si	1.4594	9.5956	11.5318	0.0268	-0.0136	-0.0028
Si	5.7087	7.6284	14.2654	-0.0167	-0.0037	-0.0253
Si	4.923	8.9871	21.8877	0.0071	0.008	-0.0121
Si	8.6925	4.6927	20.9382	-0.036	-0.0618	0.0509
Si	14.6583	4.6609	11.5696	0.0144	0.0038	-0.0315
Si	4.8625	3.6796	16.6521	0.0047	-0.0137	0.0032
Si	10.1218	1.996	21.4034	0.024	-0.0364	0.0517
Si	4.6273	6.1824	9.402	0.0095	0.0139	-0.0322
Si	1.387	14.2311	9.1764	-0.001	-0.0461	0.0048
Si	1.5621	-4.9551	13.82	0.0112	-0.0013	-0.0094
Si	3.7155	9.246	9.2856	-0.0196	-0.0626	-0.0427
Si	-6.2578	15.4227	13.5969	-0.0051	0.0192	-0.0009
Si	8.4232	9.103	13.364	0.0042	-0.0191	-0.0122
Si	7.5738	18.0515	9.6355	-0.0102	-0.0109	-0.0159
Si	3.9235	6.7883	19.9633	-0.0131	-0.0111	0.0746
Si	1.3989	9.7563	16.6641	0.0202	0.0088	0.0126
Si	9.4304	5.3476	11.0407	-0.0029	-0.011	-0.0719
Si	-5.3262	10.0904	19.3707	-0.0027	-0.0044	0.0344
Si	3.7967	4.2064	21.385	-0.0104	-0.0313	0.0407
Si	1.9361	4.5378	16.5241	0.002	-0.0257	0.0076
Si	5.9531	4.6915	19.375	-0.0154	-0.0293	0.0084
Si	1.3164	1.6791	17.7052	0.042	-0.0072	0.0017
Si	-2.1952	10.2241	19.8592	-0.0024	-0.0117	0.0309
Si	10.5751	-10.8438	17.256	0.0129	0.0144	-0.0055
Si	2.969	-2.1992	14.0812	0.0212	-0.0039	-0.0022
O	-7.0682	2.0686	16.8164	-0.0002	0.0132	-0.0044
O	7.491	15.7332	19.8549	0.0063	-0.0084	-0.028
O	-0.8812	6.212	11.4673	-0.0015	-0.0064	0.0226
O	9.5634	0.692	20.644	0.0114	0.0365	-0.031
O	1.8044	5.3664	12.3313	-0.0108	0.0039	0.0121
O	4.1204	7.6908	9.0836	-0.0073	0.0154	0.0182
O	7.0803	8.5832	10.0765	0.0158	-0.022	0.0268
O	12.1326	4.2616	19.942	-0.0196	0.0373	0.0004
O	9.5736	4.6138	9.567	0.0084	0.0191	0.0109
O	-1.7205	5.7499	20.5518	0.0068	0.042	-0.019
O	5.0464	3.7643	20.4089	0.0124	0.0164	-0.0368
O	-8.4096	5.6278	20.8594	-0.0058	-0.0044	-0.028
O	5.6362	7.6331	15.9298	0.0019	-0.0102	-0.0018
O	-0.2946	12.3991	17.7394	-0.0574	-0.0028	0.0092
O	7.4918	3.1989	10.2637	0.0157	0.0078	0.0239
O	6.2532	6.181	9.3584	0.0414	-0.0042	0.0159
O	-4.8361	11.9144	15.9632	-0.017	0.023	-0.0008
O	3.9856	4.0183	12.7769	-0.0054	-0.0021	-0.002
O	-3.723	-0.8863	19.4038	0.0104	0.0018	-0.0323
O	8.2134	6.4293	10.9639	0.0157	-0.0098	0.0486
O	2.6626	7.1407	14.0914	-0.0113	-0.0112	0.0066
O	-0.1101	10.205	16.1714	-0.0163	0.0018	-0.0052
O	4.9993	10.1293	9.7761	0.0463	0.0374	0.0563
O	13.9908	3.7131	10.4113	0.0201	0.001	0.0321
O	-10.419	5.7163	17.3858	-0.0081	0.0228	0.0117
O	1.5008	2.9793	16.7359	0.0021	0.0021	-0.008
O	0.5475	6.8432	19.7578	-0.0244	-0.0241	0.0031
O	4.0496	5.7373	10.8471	-0.0314	-0.0282	0.0625
O	4.5832	8.7394	13.8187	0.0056	0.0032	0.0147
O	12.3882	11.0347	11.1949	-0.0329	0.0126	0.0103
O	-9.9415	4.8264	14.945	-0.0051	0.0223	-0.0133
O	4.8816	-0.7142	16.4663	-0.0088	-0.0026	-0.005
O	-6.2057	-7.021	15.1287	0.001	-0.0046	-0.0013
O	2.4098	-1.5972	15.4776	-0.0099	-0.0014	-0.0053
O	5.7303	8.7921	18.4877	0.0046	-0.0026	0.0269
O	9.8351	9.057	20.8901	0.0097	-0.0148	-0.0131
O	-1.2467	10.083	18.5566	0.0023	-0.0192	-0.0048
O	5.9122	15.051	17.838	0.0145	0.0072	0.0159
O	1.8598	2.0582	19.1837	-0.0033	0.0057	-0.025
O	2.5723	3.1413	21.369	0.0002	0.0278	-0.0411
O	-3.0545	-0.632	14.4551	0.0072	-0.0052	-0.023
O	1.1347	8.4658	17.6427	-0.0066	-0.0212	0.0079
O	7.4256	-1.5049	16.6086	-0.0113	-0.0138	-0.0039
O	6.5659	3.8221	12.7617	0.0174	-0.0122	0.0128
O	9.0897	4.1833	12.1395	0.0098	-0.001	0.028
O	5.8302	0.5279	18.5697	0.0057	-0.0012	0.0047
O	9.3606	3.2343	20.712	-0.0254	0.0448	-0.0297
O	-2.4242	0.582	16.6426	0.0224	-0.0035	0.0191
O	0.2932	19.4102	11.712	-0.0191	-0.0038	0.0163
O	5.3603	6.2125	19.4639	0.0133	-0.0053	-0.0156
O	0.2499	2.2938	9.8018	-0.0084	-0.0198	0.0115
O	3.5285	4.5841	16.8846	0.0078	0.013	-0.0027
O	7.3084	0.3613	10.1422	0.0036	0.0004	0.0233
O	13.8973	-1.2845	12.9206	-0.0129	-0.0019	0.0169
O	3.0123	-3.8217	18.6801	0.0122	-0.0048	-0.0281
O	8.4163	9.9346	11.9815	0.0039	0.0151	0.0163
O	-3.5134	12.6102	12.3262	0.0048	-0.011	0.0307
O	8.4156	-0.9146	22.964	-0.0353	0.0096	-0.0394
O	3.9917	8.0912	20.9138	0.02	0.0353	0
O	2.0028	0.2227	17.3209	0.0212	-0.0002	0.0005
O	9.9016	11.6753	10.6268	0.007	-0.0058	0.0289
O	-1.9107	8.0986	13.248	0.005	0.0037	-0.0014
O	2.4795	9.2443	10.3226	-0.0326	-0.0069	0.0381
O	-16.0841	-2.7527	13.6789	0.021	0.0121	0.0035
O	0.1511	2.0257	21.2643	0.0001	0.0083	-0.0258
O	5.4778	6.1202	13.6949	-0.0049	-0.0137	0.0089
O	0.1172	6.7209	13.8305	-0.008	0.0048	-0.014
H	5.6002	2.1889	7.9273	0.001	-0.0191	-0.0536
H	1.7671	7.7677	7.9165	0.0014	-0.0142	-0.0285
H	6.0329	7.8126	7.4997	-0.0023	-0.0033	-0.0077
H	2.2066	7.826	-9.7791	0.0189	0.3908	-0.5394
H	1.9796	2.05	-9.7712	-0.0258	0.4401	-0.6733
H	5.9655	2.0609	-9.9263	0.0086	0.3678	-0.5979

Results
free energy: -141246.665 eV
free energy less fixed offsets of H -15.97, O -568.88, Si -635.61 eV per atom: 3.015 eV

The program warned: the cutoff lies below the one the program advises for these potential files; the exchange-correlation potential is rough where the density is thin.
